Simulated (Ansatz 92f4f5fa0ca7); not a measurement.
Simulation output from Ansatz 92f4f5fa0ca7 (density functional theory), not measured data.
Periodic cell of 254 atoms, Si144O106N4, from a study of silicon, its oxide and their interface. The atomic structure is a simulated model.
Doubt: the cutoff is far below the 930 eV that the study's wrapper takes by default for these files, so forces and energies are approximate.

Settings: functional PBE; potential files Ansatz PAW; basis plane waves; wave-function cutoff 580 eV; density cutoff ratio 5; exchange-correlation grid ratio 1; k mesh 1 x 1 x 1, Gamma-centred; self-consistency stop 5e-08 eV per atom in the density residual; occupations fixed; spin none; net charge 0.

Cell vectors (angstrom)
a 10.938 0 0
b 0 10.938 0
c -2.638 -4.898 35.3061

Atoms: element, x, y, z (angstrom)
Si -1.4047 -6.0303 28.0125
Si 1.6303 -3.9352 27.9013
Si -1.5841 -0.7157 27.9322
Si 1.5951 -9.454 27.5508
Si -6.9504 -6.0867 27.9076
Si -3.6648 -3.7247 27.9692
Si 3.9546 -0.6945 27.7071
Si -3.8107 -9.3758 27.7403
Si 0.1246 -4.9491 29.3842
Si 2.7803 -2.2166 29.0696
Si 0.0928 -10.4589 29.078
Si 2.7457 -7.7639 28.9942
Si -5.3767 -4.8846 29.1504
Si -2.656 -2.1818 29.3842
Si 5.5201 0.4856 29.09
Si -2.6471 -7.7387 29.0496
Si -1.2349 -3.532 30.6348
Si 1.4663 -0.8323 30.4926
Si -1.2431 -9.0287 30.472
Si 1.5264 -6.3795 30.5487
Si 4.195 -3.5113 30.5021
Si 6.8735 -0.777 30.5757
Si 4.1845 1.9189 30.4558
Si -3.9817 -6.3008 30.4741
Si -2.638 -4.898 31.8878
Si 0.0965 -2.1635 31.8878
Si -2.638 -10.367 31.8878
Si 0.0965 -7.6325 31.8878
Si 2.831 -4.898 31.8878
Si 5.5655 -2.1635 31.8878
Si 2.831 0.571 31.8878
Si 5.5655 -7.6325 31.8878
Si 1.3673 -1.3673 3.418
Si 4.1018 1.3673 3.418
Si 1.3673 4.1018 3.418
Si 4.1018 -4.1018 3.418
Si 6.8362 -1.3673 3.418
Si -1.3673 1.3673 3.418
Si 6.8362 4.1018 3.418
Si -1.3673 -4.1018 3.418
Si 2.7358 0.0594 4.8632
Si 5.4863 2.7292 4.7606
Si 2.5607 5.6539 4.6282
Si 5.5207 -2.7744 4.8436
Si -2.7995 0.0707 4.7878
Si 0.1305 2.6476 4.7848
Si 8.1989 5.468 4.8341
Si -0.0654 -2.6551 4.796
Si 1.5873 1.5346 6.3975
Si 4.0644 4.3223 5.7017
Si 1.3705 -3.9279 6.1642
Si 4.227 -1.2405 6.1477
Si -4.0731 1.475 6.2644
Si -1.2569 4.0447 6.0106
Si 6.8234 -4.1942 6.3597
Si -1.4155 -1.2525 6.1632
Si -0.1812 0.3474 7.4769
Si 2.8966 3.6149 7.5525
Si 0.2629 -5.6673 7.2696
Si 3.0649 -2.7848 7.4134
Si 5.7172 -0.072 7.6432
Si -2.3918 2.6207 7.4991
Si 4.9058 5.5936 7.4268
Si -3.0079 -2.436 7.5434
Si -1.2708 -6.2653 33.2551
Si 1.4637 -3.5308 33.2551
Si -1.2708 -11.7343 33.2551
Si 1.4637 -8.9998 33.2551
Si 4.1982 -6.2653 33.2551
Si 6.9327 -3.5308 33.2551
Si 4.1982 -0.7963 33.2551
Si 6.9327 1.9382 33.2551
Si 0.0965 -4.898 34.6223
Si 2.831 -2.1635 34.6223
Si 0.0965 -10.367 34.6223
Si 2.831 -7.6325 34.6223
Si 5.5655 -4.898 34.6223
Si -2.638 -2.1635 34.6223
Si 5.5655 0.571 34.6223
Si -2.638 -7.6325 34.6223
Si 1.3673 1.3673 0.6835
Si 4.1018 4.1018 0.6835
Si 1.3673 -4.1018 0.6835
Si 4.1018 -1.3673 0.6835
Si 6.8362 1.3673 0.6835
Si -1.3673 4.1018 0.6835
Si 6.8362 -4.1018 0.6835
Si 9.5708 -1.3673 0.6835
Si 0 0 2.0507
Si 2.7345 2.7345 2.0507
Si 0 -5.469 2.0507
Si 2.7345 -2.7345 2.0507
Si 5.469 0 2.0507
Si 8.2035 2.7345 2.0507
Si 5.469 5.469 2.0507
Si 8.2035 -2.7345 2.0507
Si -4.2239 -4.8239 18.6084
Si 0.8081 -0.499 12.2851
Si -0.7833 2.2104 11.8993
Si 2.7816 5.9862 21.5431
Si 4.4089 0.0441 15.2246
Si -6.3713 -6.5733 24.8949
Si 6.0492 -9.1862 24.7149
Si -0.1457 -9.741 17.3167
Si -1.0343 3.1325 14.9789
Si 5.2226 1.3605 10.5769
Si -2.2058 -2.5569 25.693
Si -3.0958 0.4914 11.4998
Si 2.0223 -0.7835 17.0742
Si 1.1495 -1.6929 9.4775
Si 1.6407 -6.4243 23.7041
Si -3.9675 -5.5151 23.3664
Si -2.6881 -11.8315 20.9226
Si 4.5909 4.3115 10.295
Si -5.4599 -17.4128 20.9171
Si -2.3232 -7.9377 23.7145
Si 2.2005 7.2015 15.9211
Si 4.877 -3.0491 14.4922
Si 0.2424 -0.4712 22.244
Si -1.7743 -1.4992 13.1583
Si 5.989 -4.0575 11.7833
Si -6.7951 -8.8958 19.7898
Si 2.5516 -11.3986 20.2749
Si -1.0138 -3.9472 9.4212
Si -2.5314 -5.7976 16.5246
Si 8.8264 -5.1739 12.0423
Si 1.3052 -7.8609 19.2166
Si 3.1469 1.2396 12.8213
Si -3.116 -2.993 15.6254
Si -1.2808 -5.1174 19.078
Si -8.3729 -13.0991 22.6507
Si 1.8136 -7.1426 11.9702
Si -3.0439 -2.1834 10.4942
Si 7.1281 -2.3983 23.3335
Si -3.9402 -1.9803 18.3784
Si 0.2863 -9.0855 24.5439
Si -1.171 -7.4727 20.7733
Si 0.4036 5.4725 14.0018
Si 4.7008 -12.0935 24.6768
Si -5.0481 -10.1758 17.6698
Si 7.5853 3.228 10.4483
Si 1.4564 -4.7896 18.7422
Si -2.582 1.49 19.1455
Si -0.1371 -4.7982 25.662
N 4.2534 4.3532 8.5779
O -1.0964 -5.2449 13.3281
O 1.0144 6.6905 14.9034
O -2.8043 -6.4148 24.1021
O -2.6387 -4.9836 27.7326
O 0.3677 -0.4254 8.8269
O -3.0673 0.6229 20.4445
O 1.4974 -5.7855 12.8205
O -2.6491 -10.5006 27.415
O 1.0899 4.5784 18.6965
O 3.1524 0.0783 16.2699
O 2.8801 0.4857 27.2724
O 0.8616 -3.7527 26.4505
O 1.4787 4.3726 7.9887
O -1.3078 1.4567 7.9912
O 2.1349 -0.0143 13.0767
O 5.9569 -0.7174 18.3768
N -2.3444 1.9729 11.1129
O 0.1976 0.5683 23.5193
O -2.321 -7.9527 19.7133
O 5.2255 -8.0721 20.69
O -2.7598 -4.4645 19.2535
O -10.9748 -10.17 11.7177
O 2.2445 -4.5178 17.3524
O -1.5823 -7.9051 22.2682
O 6.2275 0.6248 11.6252
O -1.0344 -5.8754 20.5124
O -2.3584 -2.1394 14.4944
O 2.5871 -1.9472 8.7607
O -3.5916 -8.9729 23.7407
O -3.7722 -1.506 21.9761
O 5.2052 0.6337 9.0827
O 6.7489 -1.3369 7.9708
O 4.1005 -3.9706 7.9104
O -4.021 -16.5849 17.1993
O 1.9274 -2.2081 16.334
O -1.2153 -1.585 26.5672
O -10.6821 -8.186 20.4231
O 3.289 -1.3479 23.8746
O -1.4263 -6.0459 17.716
O 2.3662 -4.4344 20.051
O 0.5337 -0.1848 16.8369
O -1.2267 -11.7929 21.6469
O 1.0603 -8.855 17.9616
O -1.4229 -3.9063 25.2428
O -1.2418 -10.0808 18.4699
O -3.1155 -2.0721 16.9719
O -2.8207 -1.7883 19.5596
O -3.605 -2.9418 26.4987
O -2.4066 3.9234 15.4443
O 1.1501 -10.8779 20.9691
O 2.3642 -11.7795 18.6881
O 0.3479 -3.0839 9.2634
O 0.8953 -9.3319 26.0521
O -8.6263 -8.3122 12.9994
O 4.4951 -1.3651 26.2925
O 6.292 -3.3799 15.2216
O 2.8447 -7.9351 19.687
O 3.6589 -3.8731 15.1985
O -4.8835 -14.2652 18.501
O -11.0942 -12.278 13.2964
O 1.7232 -6.0564 22.1142
N -2.394 -2.9721 9.1065
O 7.3948 -4.5107 12.518
O 2.8518 -4.9669 27.5057
O -7.8767 -6.1808 24.4573
O -5.2281 -10.3801 16.0668
O 5.2834 -5.2386 10.8747
O 4.6884 -6.5948 26.5159
O -2.2344 -4.3479 15.831
O 3.0827 -6.8648 10.9601
O -6.7132 -5.678 21.5483
O -1.1396 2.5501 13.4632
O 0.2186 4.1917 15.01
O -1.2203 -8.4911 24.7801
O 1.3295 -1.4264 11.0604
O 7.9141 3.3707 8.8369
O -0.0284 6.8724 18.8608
O -0.8558 -5.1759 8.3789
O -1.1256 -4.5625 10.9046
O -2.6632 -1.7933 24.3323
O 6.3968 -2.7839 10.8176
O 1.2359 -7.9861 23.8157
O 2.8424 -3.7581 22.6607
O 7.4144 -3.9838 23.0491
O -9.9756 -12.781 22.7864
O 5.7852 -5.7885 19.4889
O -5.2641 -2.2899 24.0434
O -7.2288 -10.2769 20.5095
O -4.2188 -6.2932 21.9468
O -0.7949 -9.0208 16.0189
O -5.302 -5.4919 24.3038
O -0.5652 -6.1038 26.5805
O 5.3706 0.3091 24.4321
O 0.536 -5.4184 24.3346
O 0.3462 3.3012 11.3297
O -3.6728 -9.3615 17.9514
O 3.7514 1.2174 11.2862
N 5.7969 3.0265 10.5698
O -2.0883 -2.3964 11.8275
O -2.729 4.4543 11.2982
O 3.0828 -12.6556 21.1592
O -6.2428 1.6673 18.3054
O -2.5274 -0.0685 12.9213
O 4.9218 -8.0663 24.3447
O 4.2517 1.1161 14.0017
O 4.9565 -3.5469 12.9331
O -6.3211 -12.3794 14.5848
O -4.4425 -8.9686 26.2767
O -2.9269 -0.5754 10.2682

Results
free energy: -153371.432 eV
free energy less fixed offsets of N -385.13, O -568.88, Si -635.61 eV per atom: -1.792 eV

Forces (eV/angstrom), in the order of the atoms: element, x, y, z
Si -0.0007 0.015 0.0155
Si 0.0186 -0.0359 -0.0005
Si -0.0171 0.0087 0.0083
Si 0.0117 -0.0065 0.0027
Si -0.0226 0.0177 -0.0055
Si 0.014 -0.0043 0.0236
Si -0.0134 0.0221 -0.0044
Si 0.0065 -0.0132 0.0078
Si -0.0035 -0.0092 -0.0081
Si -0.0016 0.0015 0.0014
Si 0.0069 -0.0027 -0.0045
Si -0.0074 0.0003 0.0006
Si -0.0081 -0.0016 -0.0029
Si -0.0046 -0.0097 -0.0088
Si 0.008 -0.0102 -0.0009
Si 0.0013 -0.0041 -0.0031
Si -0.0011 0.004 -0.0049
Si -0.0016 0.0016 0.003
Si 0.0005 0.0024 0.0034
Si 0.0039 0.0052 -0.0028
Si 0.0025 0.0001 0.0023
Si 0.0013 0.0055 -0.0043
Si 0.0022 0.0087 -0.002
Si -0.0034 -0.0009 0.0017
Si -0.1214 -0.3709 0.1396
Si 0.3806 0.3377 0.5614
Si 0.0672 0.1331 -0.0708
Si -0.0724 -0.3632 0.0963
Si 0.2234 -0.1863 -0.1303
Si -0.3554 -0.0255 0.3303
Si -0.0015 -0.1165 -0.313
Si -0.0908 -0.0427 -0.3994
Si 0.0069 0.3814 0.3634
Si -0.0834 -0.1215 0.0874
Si -0.4212 -0.1063 -0.6137
Si 0.2275 0.6507 -0.3945
Si 0.0023 -0.1798 0.1555
Si 0.2812 -0.159 0.0446
Si 0.2104 0.0948 0.0381
Si -0.2049 0.066 0.2766
Si 0.0025 -0.0116 -0.0203
Si -0.0134 0.0154 0.0023
Si 0.0122 -0.007 -0.0039
Si -0.0111 -0.008 -0.0136
Si 0.0066 -0.0265 -0.0007
Si -0.019 -0.0225 -0.013
Si -0.016 -0.0177 -0.011
Si -0.0089 0.0018 0.0056
Si 0.0052 -0.0198 -0.0068
Si -0.0709 -0.044 0.0609
Si 0.0236 0.027 -0.0317
Si 0.0179 0.0152 -0.0196
Si -0.0038 0.0307 -0.0423
Si 0.0043 0.0383 -0.0066
Si 0.0311 0.0208 0.0149
Si 0.0134 0.0206 0.0314
Si -0.0466 -0.0448 -0.056
Si 0.119 0.028 -0.1289
Si -0.0012 -0.0393 0.0425
Si -0.0166 -0.0178 0.0266
Si -0.0173 -0.0454 0.0777
Si 0.008 -0.0167 0.0413
Si -0.0302 -0.0151 -0.0114
Si 0.0049 -0.0045 -0.0565
Si -0.0695 -0.0099 -0.0072
Si -0.074 0.0236 -0.0002
Si 0.0242 0.0051 0.0023
Si -0.1356 -0.0547 -0.0114
Si 0.033 0.0933 -0.0131
Si -0.0881 -0.0691 -0.0261
Si -0.0194 -0.065 0.0079
Si 0.0462 0.0159 -0.025
Si 0.0712 -0.006 -0.0321
Si 0.0332 0.0389 -0.0112
Si 0.0324 -0.006 0.0041
Si -0.0142 -0.0175 -0.0269
Si 0.0345 -0.032 0.008
Si 0.0409 0.025 -0.03
Si -0.0164 -0.0645 -0.037
Si -0.0179 0.028 -0.0153
Si -0.055 0.0032 0.0426
Si -0.0514 -0.067 -0.0045
Si -0.0205 0.0078 0.0526
Si -0.0985 0.0882 -0.0283
Si 0.0387 -0.0474 0.0582
Si -0.0648 0.0811 -0.0348
Si 0.0137 0.0413 0.0354
Si 0.0735 -0.0222 -0.0109
Si -0.074 -0.044 -0.0028
Si 0.1553 0.1769 0.0084
Si -0.0825 -0.2326 -0.0342
Si 0.2493 0.144 -0.0367
Si -0.1092 -0.1241 0.0183
Si 0.1697 0.1702 0.0149
Si -0.0286 -0.0423 0.0336
Si 0.0574 0.0886 0.0132
Si -0.005 0 0.0061
Si 0.0051 -0.0049 -0.0047
Si -0.0032 0.0027 -0.0027
Si 0.0029 -0.0027 0.0037
Si -0.0012 -0.0015 -0.0022
Si -0.0039 -0.0057 -0.005
Si -0.0053 -0.0021 -0.0083
Si -0.002 -0.0004 0.0057
Si -0.0003 0.0017 -0.0015
Si -0.0021 0.009 -0.0123
Si 0.0104 -0.0081 -0.0053
Si -0.0087 0.0029 -0.0071
Si -0.0065 0.0006 0.0002
Si -0.0071 -0.0121 0.0078
Si -0.001 -0.0005 -0.0067
Si -0.0022 0.0006 -0.0091
Si -0.0018 0.0067 0.0026
Si -0.0032 -0.0059 0.0047
Si -0.0059 0.0052 -0.0018
Si 0.0015 -0.004 -0.0109
Si 0.0001 0.0013 0.001
Si -0.0005 -0.0012 -0.002
Si -0.0022 0.0026 0.0056
Si -0.0004 -0.0068 -0.0003
Si -0.0042 -0.0086 -0.012
Si -0.0005 0.0028 0.0058
Si 0.0002 0.0006 0.006
Si -0.0072 0.0054 -0.0057
Si -0.0005 -0.0022 0.0013
Si -0.003 0.0028 -0.0039
Si 0.0014 -0.0024 0.005
Si -0.0016 0.0008 -0.0022
Si 0.0041 0.0056 0.003
Si 0.0005 -0.0009 0.004
Si 0.0004 0.0007 -0.0019
Si 0.0098 -0.0021 -0.0085
Si -0.0028 0.0011 -0.0054
Si -0.0005 0.0006 -0.0091
Si -0.0015 0.002 0.0063
Si 0.0078 -0.007 0.0023
Si -0.003 -0.0025 0.0031
Si 0.0012 -0.0014 -0.0026
Si -0.0012 0.0023 -0.0056
Si -0.0003 0.0015 0.0061
Si -0.0087 -0.005 0.0011
Si -0.001 0.0003 0.0036
Si -0.0015 -0.0032 0.0077
Si -0.0027 0.0031 -0.0116
N 0.025 -0.0039 0.0633
O 0.0031 -0.0021 0.0004
O 0.0023 0.0019 0.0001
O -0.0031 0.0006 0.0036
O -0.0031 0.0008 0.0021
O 0.0125 -0.0054 0.0247
O 0.0031 -0.0087 -0.0014
O -0.0042 0.0032 0.0058
O -0.003 0.0033 0.0084
O 0.0005 -0.0041 -0.0054
O -0.0026 -0.0054 -0.0024
O 0.0061 0.0054 0.0028
O 0.0025 -0.0036 0.0036
O -0.0739 0.0372 0.0059
O -0.0119 0.0204 0.0055
O -0.0022 0 -0.0028
O 0.0018 -0.0034 -0.0032
N 0.0058 -0.0007 0.0045
O -0.0026 0.0013 -0.0016
O 0.0033 0.0016 -0.0021
O -0.0039 0.0026 -0.0054
O -0.0022 -0.0014 -0.006
O 0.0019 -0.0028 -0.003
O -0.0021 -0.0008 0.0006
O -0.0017 0.0011 0.0042
O 0.0041 -0.0039 0.0029
O -0.0016 -0.0011 -0.0024
O -0.0009 -0.0026 -0.001
O 0.0002 0.0002 -0.0005
O 0.0052 0.0033 0.0013
O 0.0006 -0.0017 0.0005
O 0.0083 0.004 -0.0215
O -0.0078 0.0071 -0.0064
O -0.01 0.0175 -0.0018
O -0.0022 0.003 0.0005
O 0.0013 0.0005 -0.0018
O -0.0048 -0.005 -0.0026
O -0.0004 -0.0006 -0.0064
O -0.0028 -0.0026 0.0009
O 0.0016 0.0006 -0.0014
O -0.0005 0.0002 -0.0034
O 0.0083 -0.002 -0.0042
O -0.0012 -0.0024 -0.0027
O -0.001 0.0022 0.0002
O 0.0001 0.0016 0.0102
O 0.0005 0 -0.0068
O -0.0008 -0.0066 -0.0116
O -0.0012 -0.0006 -0.0037
O 0.0034 0.0038 -0.01
O 0.0007 0.0006 -0.0022
O 0.001 -0.0018 -0.0038
O -0.0006 0.0008 -0.004
O 0.0042 0.009 -0.0057
O -0.0019 -0.0022 -0.0132
O 0.0016 -0.0011 -0.0025
O 0.0037 -0.0063 -0.0086
O 0.0011 0.0009 -0.002
O 0.0013 -0.0025 -0.009
O -0.0008 0.0029 -0.0025
O 0.0023 -0.0056 -0.0036
O -0.006 -0.0014 -0.0036
O -0.0003 0.0012 -0.0029
N 0.0126 -0.0056 0.0315
O 0.0079 -0.0055 -0.0051
O 0.0013 0.0088 0.0131
O -0.0003 -0.001 0.0053
O 0.0009 -0.0007 -0.0017
O 0.0136 0.0227 0.018
O -0.0005 0.0012 -0.0039
O -0.0037 0.004 -0.0024
O -0.0092 -0.0041 0.0053
O 0.0079 -0.0039 -0.0092
O 0 0.0009 0.0031
O -0.0018 -0.0012 -0.001
O -0.0017 0.0004 0.0035
O -0.0042 0.008 0.007
O -0.0004 0.0037 -0.009
O 0.0001 0.0006 -0.0049
O -0.004 -0.0005 -0.0041
O -0.0121 -0.0013 0.0007
O -0.0071 0.0043 -0.0071
O -0.0013 -0.0044 0.0034
O 0.0001 -0.0004 0.0042
O -0.0005 0.0005 0.0017
O -0.0019 0.0007 0.0039
O -0.0011 -0.0003 0.0011
O -0.0004 -0.0052 0.0048
O 0.0012 -0.0018 0.0039
O -0.0022 -0.0021 -0.005
O -0.002 0.0013 -0.0004
O 0.0007 -0.0032 0.0021
O 0.004 0.0007 0.004
O 0.0015 0.0031 -0.0061
O 0.0005 -0.0028 0.0047
O 0.0054 -0.0056 0.0003
O -0.001 -0.0021 -0.0017
O -0.0005 -0.0018 -0.0033
O -0.0034 -0.0003 0.0036
N 0.0132 -0.0074 0.008
O 0.0063 0.0075 0.0147
O 0.0043 0.0053 -0.0017
O -0.0008 0.0004 -0.0037
O -0.0026 0.0004 -0.0002
O 0.0019 -0.0054 0.0037
O 0.0008 0.0023 0.0059
O 0.0007 -0.0045 0.0039
O -0.0028 0.0055 0.0078
O -0.0013 0.0017 0.0003
O -0.0029 0 -0.0103
O -0.0037 -0.0073 0.0029

The program warned: the cutoff lies below the one the program advises for these potential files; the forces do not sum to zero within the program's tolerance; the exchange-correlation potential is rough where the density is thin.
